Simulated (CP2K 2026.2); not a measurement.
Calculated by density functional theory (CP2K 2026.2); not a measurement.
Periodic cell of 504 atoms, Si360O144, from a study of silicon, its oxide and their interface. The atomic structure is a simulated model.
Doubt: the forces sum to 0.30 eV/angstrom along one axis rather than to zero, so they err by at least 0.0006 eV/angstrom per atom on average; the grid cutoff is modest.

Settings
functional: PBE
method: Gaussian and plane waves
basis set: DZVP-MOLOPT-SR-GTH
pseudopotentials: GTH-PBE
grid cutoff: 300 Ry, relative cutoff 40 Ry
k points: Gamma only
occupations: fixed
spin: none
net charge: 0

Cell vectors (angstrom)
a	16.32	0	0
b	0	16.32	0
c	-5.4215	-7.1104	33.9825

Atoms and the computed forces on them: element, x, y, z (angstrom), force x, y, z (eV/angstrom)
Si	1.065	-1.103	0.081	0.112	-0.151	0.751
Si	3.765	1.622	0.006	0.165	-0.193	0.767
Si	1.661	3.933	0.143	-0.222	0.03	0.731
Si	4.413	6.476	-0.026	-0.071	0.166	0.725
Si	1.023	-6.445	0.119	0.123	-0.057	0.723
Si	4.372	-4.282	0.058	-0.229	0.117	0.71
Si	7.04	-1.609	0.17	-0.047	0.18	0.735
Si	9.843	1.143	0.143	-0.19	0.059	0.75
Si	6.606	4.197	-0.075	0.148	-0.187	0.7
Si	9.708	6.386	-0.096	-0.127	0.32	0.719
Si	6.571	9.771	0.116	0.144	-0.134	0.702
Si	-7.022	-3.764	0.109	0.13	-0.14	0.737
Si	-4.27	-1.061	0.096	0.093	-0.19	0.771
Si	-1.156	1.103	0.08	-0.093	0.236	0.751
Si	-4.334	4.241	0.156	0.236	-0.05	0.74
Si	-1.525	7.105	0.033	0.076	-0.262	0.758
Si	-3.841	-7.1	0.007	-0.197	0.114	0.767
Si	-1.279	-4.315	0.054	-0.115	0.204	0.729
Si	2.678	0.026	1.355	-0.016	0.002	-0.074
Si	5.425	2.689	1.295	-0.012	0.012	-0.067
Si	2.84	5.458	1.414	0.008	0.007	-0.053
Si	5.445	8.12	1.332	-0.001	0.001	-0.045
Si	2.704	-5.366	1.34	0.01	-0.015	-0.039
Si	5.457	-2.739	1.441	0.002	0.003	-0.062
Si	8.212	-0.001	1.397	0.024	-0.01	-0.053
Si	-5.427	2.705	1.517	0.003	-0.005	-0.042
Si	8.143	5.35	1.304	-0.017	-0.006	-0.051
Si	-5.493	8.069	1.214	0.006	-0.03	-0.071
Si	8.179	10.913	1.368	-0.006	0.009	-0.053
Si	-5.429	-2.654	1.401	0.013	0.014	-0.065
Si	-2.716	0.029	1.452	0.006	0.009	-0.046
Si	0.01	2.738	1.325	-0.019	0.007	-0.034
Si	-2.697	5.473	1.305	0.016	-0.013	-0.036
Si	-0.014	8.225	1.414	-0.011	-0.003	-0.052
Si	-2.776	-5.501	1.387	0.011	-0.015	-0.075
Si	-0.078	-2.722	1.335	-0.002	0.002	-0.042
Si	1.34	1.383	2.744	0.016	-0.014	0.031
Si	4.147	4.059	2.758	-0.006	-0.025	0.042
Si	1.395	6.826	2.688	-0.008	-0.005	0.005
Si	4.034	9.492	2.67	0.006	0.006	0.013
Si	1.353	-4.017	2.711	-0.018	0.005	0.028
Si	4.057	-1.339	2.7	-0.013	-0.004	0.011
Si	6.791	1.355	2.681	0.008	0.012	0.018
Si	9.455	4.046	2.767	0.004	0.013	0.021
Si	6.844	6.786	2.681	0.002	-0.003	0.012
Si	9.543	9.481	2.632	0.005	-0.005	0.011
Si	6.82	12.226	2.79	0.018	0.007	0.038
Si	-6.774	-1.333	2.804	0.003	-0.007	0.048
Si	-4.025	1.394	2.832	0.014	0.002	0.032
Si	-1.352	4.102	2.671	-0.01	-0.011	0.011
Si	-4.11	6.788	2.676	-0.015	0.023	0.029
Si	-1.393	-6.793	2.793	-0.015	-0.001	0.049
Si	-4.103	-4.087	2.71	0.016	0.017	0.007
Si	-1.395	-1.392	2.761	0.013	-0.002	0.034
Si	-0.01	-0.005	4.089	-0.011	0.018	-0.017
Si	2.73	2.723	4.093	0	0.014	-0.012
Si	0.018	5.451	4.032	-0.003	0.005	0.004
Si	2.712	8.171	4.085	0.021	0.014	0.006
Si	0.005	-5.409	4.081	0.002	0.001	-0.01
Si	2.71	-2.686	4.084	-0.013	-0.006	0.003
Si	5.435	0.003	4.056	0.001	0.003	-0.003
Si	8.111	2.696	4.107	-0.008	-0.004	0.014
Si	5.49	5.444	4.084	0.006	-0.003	-0.005
Si	8.185	8.158	4.041	-0.005	-0.02	0
Si	5.417	10.84	4.061	-0.005	-0.008	-0.015
Si	8.173	-2.715	4.128	0.002	-0.001	-0.01
Si	-5.414	0.019	4.148	-0.019	-0.005	-0.013
Si	-2.669	2.774	4.118	0.009	0.002	0.017
Si	-5.458	5.434	4.064	0.022	-0.011	-0.016
Si	-2.767	8.141	4.088	0.006	-0.008	-0.012
Si	-5.455	-5.469	4.045	-0.005	-0.005	-0.004
Si	-2.744	-2.75	4.105	0.004	0.003	0.006
Si	1.35	-1.32	16.305	0.003	0.003	-0.012
Si	4.068	1.379	16.332	0.001	0.002	-0.017
Si	1.374	4.079	16.32	-0.007	-0.004	-0.012
Si	4.084	6.782	16.318	-0.004	0.009	-0.011
Si	1.358	-6.806	16.287	0.007	0.001	-0.018
Si	4.094	-4.084	16.282	0.007	0.002	-0.014
Si	6.814	-1.345	16.312	0.012	0.011	-0.006
Si	-6.8	1.368	16.309	-0.004	-0.003	-0.013
Si	6.786	4.082	16.333	0.008	-0.009	-0.01
Si	-6.823	6.79	16.343	-0.013	0.01	-0.007
Si	6.83	9.519	16.315	-0.013	0.016	-0.009
Si	-6.773	-4.095	16.345	-0.004	0	-0.002
Si	-4.055	-1.376	16.332	-0.002	0.006	-0.006
Si	-1.362	1.332	16.327	-0.003	-0.004	-0.002
Si	-4.105	4.07	16.332	-0.012	-0.003	-0.008
Si	-1.365	6.793	16.304	-0.007	-0.009	-0.011
Si	-4.085	9.521	16.328	0.004	-0.003	-0.013
Si	-1.364	-4.072	16.312	0.003	-0.01	-0.012
Si	2.717	0.011	17.69	-0.012	0.014	0.021
Si	5.388	2.77	17.704	-0.007	0.002	-0.009
Si	2.729	5.431	17.704	0.006	0.007	0
Si	5.451	8.162	17.64	0.001	0.003	0.007
Si	2.701	-5.418	17.619	0.003	-0.007	0.002
Si	5.468	-2.74	17.635	-0.01	0.004	-0.011
Si	8.16	0.034	17.671	0.004	-0.004	0.011
Si	-5.464	2.707	17.706	-0.015	0.02	0.003
Si	8.154	5.407	17.715	-0.01	-0.006	0.026
Si	-5.464	8.169	17.684	0.007	-0.011	-0.002
Si	8.2	10.849	17.709	0.006	-0.018	-0.01
Si	-5.381	-2.755	17.699	0.003	-0.017	0.015
Si	-2.722	-0.014	17.721	0.004	-0.001	-0.006
Si	0.029	2.685	17.648	0.008	-0.009	0.013
Si	-2.754	5.457	17.658	0.01	0.016	0.001
Si	0.037	-8.2	17.646	0.003	0.007	-0.011
Si	-2.709	-5.443	17.676	-0.003	0.013	0.022
Si	-0.031	-2.66	17.647	-0.001	0	-0.009
Si	1.393	1.39	19.088	-0.003	0.023	-0.037
Si	4.054	4.122	19.144	0.018	-0.033	-0.004
Si	1.379	6.786	19.06	-0.019	0.031	-0.023
Si	4.051	-6.799	18.947	0.012	-0.005	-0.045
Si	1.35	-4.01	18.943	0.018	0.009	-0.031
Si	4.088	-1.413	18.977	-0.006	-0.004	-0.029
Si	6.751	1.397	19.008	0.01	0.002	-0.025
Si	-6.829	4.025	19.111	-0.008	-0.001	-0.016
Si	6.788	6.807	19.027	-0.014	0.008	-0.033
Si	-6.749	9.522	19.123	0.001	0.022	-0.001
Si	6.825	-4.088	19.007	-0.001	0.007	-0.02
Si	9.563	-1.344	18.973	0.01	0.011	-0.051
Si	-4.104	1.347	19.064	-0.008	-0.011	-0.019
Si	-1.363	4.062	18.923	0.004	0	-0.05
Si	-4.15	6.786	19.038	-0.009	-0.02	-0.017
Si	-1.332	-6.851	18.96	-0.002	0.002	-0.021
Si	-4.011	-4.1	19.119	-0.003	0.015	-0.044
Si	-1.353	-1.352	19.104	-0.004	-0.002	-0.005
Si	0.023	0.009	20.438	0.016	0.012	0.053
Si	2.723	2.757	20.547	-0.023	-0.023	0.071
Si	-0.007	5.363	20.313	0.012	-0.029	0.066
Si	2.723	8.199	20.386	0.018	0.007	0.07
Si	0.003	-5.401	20.225	-0.014	-0.004	0.043
Si	2.725	-2.736	20.366	-0.006	-0.011	0.049
Si	5.433	-0.042	20.298	0.001	-0.005	0.04
Si	8.027	2.724	20.469	0.005	0.023	0.041
Si	5.369	5.573	20.469	-0.004	0.022	0.061
Si	8.2	8.102	20.402	-0.011	-0.001	0.041
Si	5.411	-5.443	20.29	-0.019	-0.008	0.039
Si	8.236	-2.734	20.303	0.03	0.004	0.05
Si	-5.45	-0.017	20.432	-0.004	-0.028	0.057
Si	-2.699	2.735	20.316	0.022	-0.005	0.055
Si	-5.444	5.385	20.466	0	0.004	0.044
Si	-2.713	-8.192	20.314	-0.006	0	0.037
Si	-5.349	-5.479	20.529	0.018	0.025	0.061
Si	-2.656	-2.712	20.527	-0.023	-0.02	0.066
Si	1.636	-1.148	21.702	-0.256	-0.147	-0.749
Si	3.904	1.054	21.683	0.11	0.247	-0.713
Si	1.029	3.872	21.808	0.274	0.093	-0.721
Si	4.297	7.228	21.836	-0.183	-0.282	-0.739
Si	1.556	-6.477	21.55	-0.031	-0.13	-0.72
Si	3.844	-4.347	21.658	0.17	0.173	-0.784
Si	6.988	-1.234	21.574	-0.131	-0.164	-0.759
Si	-7.176	1.023	21.643	0.121	0.186	-0.762
Si	6.911	4.419	21.762	-0.102	-0.268	-0.723
Si	-7.035	6.51	21.785	0.186	0.184	-0.715
Si	6.598	-6.993	21.549	0.081	0.086	-0.764
Si	9.841	-3.768	21.682	-0.085	-0.188	-0.851
Si	-4.268	-1.544	21.81	0.209	0.161	-0.752
Si	-1.158	1.628	21.66	-0.034	-0.222	-0.77
Si	-3.803	4.232	21.724	-0.221	-0.057	-0.686
Si	-1.617	6.482	21.543	0.046	0.071	-0.722
Si	-3.672	-6.641	21.78	-0.323	-0.129	-0.706
Si	-1.451	-4.372	21.727	0.068	0.327	-0.691
Si	-0.455	-4.268	24.721	-0.079	-0.158	-0.15
Si	-4.892	0.88	-5.99	-0.112	-0.004	0.028
Si	-5.815	-4.108	-2.782	-0.044	0.119	0.131
Si	-2.404	-0.152	23.894	-0.009	-0.011	-0.103
Si	-4.287	-4.114	-6.733	0.025	-0.02	-0.134
Si	4.643	1.297	24.706	-0.138	-0.065	-0.07
Si	3.446	8.034	-7.3	0.041	-0.111	-0.011
Si	-4.895	-6.832	-2.899	-0.071	0.077	0.154
Si	3.529	-3.924	-2.888	0.011	-0.067	0.152
Si	5.675	-3.073	23.824	0.029	-0.039	-0.162
Si	1.861	-1.424	-2.876	0.073	-0.032	0.165
Si	-0.653	-2.44	-4.117	-0.05	-0.071	-0.003
Si	3.253	2.89	-4.897	-0.05	0.068	-0.031
Si	-4.863	3.845	24.571	-0.006	-0.02	-0.133
Si	1.114	-6.685	-6.766	-0.104	0.064	-0.126
Si	-1.481	7.822	-6.893	0.054	-0.023	0.026
Si	-7.027	5.714	-5.75	-0.014	0.095	0.016
Si	8.103	2.35	-2.165	-0.019	0.048	0.124
Si	0.338	-1.539	24.497	0.084	0.108	-0.064
Si	-2.391	3.034	-1.827	-0.079	-0.086	0.042
Si	-6.241	-1.865	-6.581	0.041	0.082	-0.03
Si	-3.009	-6.449	-5.213	0.079	0.005	-0.014
Si	3.989	7.541	-2.92	0.04	-0.02	0.123
Si	-3.608	3.048	-4.613	-0.089	-0.053	-0.07
Si	-3.653	-7.805	24.756	0.086	0.15	-0.163
Si	1.058	5.016	24.74	-0.017	0.036	-0.143
Si	6.106	-4.8	-4.507	0.017	-0.085	-0.017
Si	-0.199	5.205	-1.871	0.051	0.027	0.004
Si	-7.23	2.037	24.474	0.046	0.018	-0.054
Si	5.924	-6.455	-7.174	-0.033	0.105	0.04
Si	-5.865	6.699	24.68	-0.061	-0.014	-0.173
Si	6.366	3.564	24.641	0.031	0.102	-0.017
Si	-1.056	7.071	24.439	0.026	-0.021	-0.061
Si	-1.964	-2.17	-6.818	0.059	0.042	-0.054
Si	3.473	5.739	-5.327	-0.071	0.007	-0.054
Si	6.61	-0.423	-2.632	0.09	0	0.038
Si	-7.909	-6.226	26.471	-0.077	0.062	0.004
Si	6.817	-7.291	-2.825	-0.064	-0.025	0.143
Si	-7.076	7.259	-3.048	-0.062	-0.01	0.169
Si	3.124	7.324	24.783	-0.032	-0.043	-0.136
Si	7.963	-5.15	23.746	-0.117	0.038	-0.095
Si	2.105	0.305	26.34	0.053	-0.028	-0.062
Si	0.872	-7.005	24.465	0.049	0.034	-0.113
Si	-2.37	4.983	-6.92	-0.056	-0.041	0.181
Si	4.026	0.694	-2.977	-0.084	-0.004	0.122
Si	1.867	-6.663	-2.761	0.023	0.015	0.091
Si	5.85	-1.158	25.968	-0.126	-0.026	0.056
Si	-3.039	-5.138	26.279	0	0.061	0.033
Si	-6.549	3.029	-4.784	0.136	-0.157	0.106
Si	-8.077	-2.514	-4.371	-0.044	-0.098	0.078
Si	-2.998	-2.814	-2.179	0.006	-0.035	0.184
Si	0.919	4.534	-4.621	0.129	0.008	0.02
Si	-0.132	-5.375	-4.486	0.005	-0.023	0.028
Si	-0.42	3.009	-7.017	0.152	-0.08	-0.032
Si	1.357	-1.345	5.455	0.001	0.002	0.016
Si	4.086	1.357	5.441	0.001	-0.003	0.006
Si	1.364	4.097	5.425	-0.004	0	0.011
Si	4.093	6.801	5.42	0	-0.005	0.012
Si	1.355	9.535	5.436	-0.014	0.004	0.012
Si	4.072	12.235	5.414	0.001	0.001	0.005
Si	6.788	-1.35	5.442	0.007	0.007	0.009
Si	9.507	1.366	5.464	0.006	0.003	0.015
Si	6.801	4.081	5.472	-0.005	0.003	0.019
Si	9.526	6.806	5.43	-0.003	0.003	0.007
Si	6.8	9.499	5.413	0.002	0.005	0.01
Si	9.526	12.213	5.442	0.006	0.002	0.007
Si	-4.076	-1.374	5.474	0.006	0.003	0.011
Si	-1.344	1.371	5.457	0.001	-0.001	0.009
Si	-4.083	4.101	5.443	-0.007	-0.003	0.014
Si	-1.362	6.791	5.413	-0.001	-0.011	0.003
Si	-4.096	-6.8	5.441	-0.001	0.004	0.008
Si	-1.359	-4.079	5.458	0.006	-0.006	0.018
Si	2.727	0.004	6.809	-0.002	0.002	0.005
Si	5.432	2.72	6.812	0.002	0.006	0.005
Si	2.724	5.452	6.787	0.003	-0.003	0.005
Si	5.447	8.154	6.792	0.003	-0.003	0.001
Si	2.719	10.888	6.796	0	-0.004	-0.001
Si	5.43	-2.726	6.787	-0.002	0	0
Si	8.15	-0.001	6.813	-0.004	-0.002	-0.001
Si	10.879	2.733	6.803	-0.002	0.007	0.004
Si	8.174	5.445	6.805	0.006	-0.006	0.01
Si	10.872	8.163	6.804	0.001	0.002	0.001
Si	8.148	10.865	6.79	0.001	-0.007	-0.001
Si	10.878	-2.741	6.813	-0.002	-0.007	-0.001
Si	-2.714	0.007	6.81	0.007	-0.002	0.002
Si	0.017	2.732	6.804	-0.002	-0.006	-0.002
Si	-2.715	5.449	6.801	0	-0.006	-0.009
Si	-0.009	8.161	6.78	-0.002	0.007	0.001
Si	-2.723	-5.448	6.802	0	0.001	0.005
Si	-0.001	-2.712	6.811	-0.002	0.007	0.002
Si	1.369	1.369	8.165	0.008	0.009	0.006
Si	4.07	4.086	8.158	-0.002	-0.007	0.002
Si	1.358	6.81	8.146	-0.007	-0.003	-0.013
Si	4.085	9.523	8.149	0.002	0.005	-0.006
Si	1.362	-4.077	8.164	-0.002	-0.001	-0.004
Si	4.081	-1.367	8.161	-0.001	0	-0.009
Si	6.797	1.363	8.171	0.001	0.001	-0.005
Si	9.528	4.088	8.17	0.011	0.006	-0.001
Si	6.803	6.799	8.16	-0.003	-0.003	-0.003
Si	9.509	9.518	8.16	-0.001	-0.002	-0.004
Si	6.795	-4.082	8.149	0.001	-0.002	-0.005
Si	9.513	-1.37	8.162	-0.008	-0.001	-0.001
Si	-4.085	1.364	8.161	-0.011	-0.007	-0.005
Si	-1.36	4.082	8.159	-0.006	-0.003	-0.004
Si	-4.077	6.807	8.16	0.01	0.005	0.005
Si	-1.362	-6.808	8.157	-0.002	-0.004	-0.001
Si	-4.075	-4.088	8.169	0.004	0	-0.003
Si	-1.356	-1.352	8.169	0.007	0.003	0.003
Si	0.006	0.008	9.522	-0.003	-0.001	-0.002
Si	2.72	2.728	9.526	-0.003	0	0.001
Si	0	5.448	9.513	0.007	0.002	-0.001
Si	2.72	8.166	9.51	-0.001	0	-0.004
Si	0	-5.444	9.515	-0.003	-0.001	-0.004
Si	2.723	-2.72	9.526	0.002	0.002	-0.001
Si	5.44	-0.004	9.523	0.003	-0.005	-0.002
Si	8.164	2.722	9.523	-0.002	0.005	-0.001
Si	5.439	5.44	9.514	0.001	-0.005	-0.003
Si	8.158	8.159	9.523	0	0.006	-0.002
Si	5.44	-5.438	9.517	0.003	0	-0.001
Si	8.153	-2.727	9.52	-0.003	-0.002	0
Si	-5.446	-0.001	9.517	0.006	0	-0.003
Si	-2.722	2.724	9.52	0.004	-0.006	-0.001
Si	-5.432	5.444	9.526	-0.005	-0.007	-0.002
Si	-2.72	8.159	9.525	0	0.004	0
Si	-5.444	-5.445	9.519	-0.001	-0.003	0
Si	-2.719	-2.717	9.521	0.002	0	-0.004
Si	1.364	-1.355	10.879	0.004	-0.001	0
Si	4.081	1.362	10.878	-0.003	0.003	0.001
Si	1.355	4.088	10.878	-0.004	-0.004	0.002
Si	4.077	6.801	10.87	0.005	0.001	-0.002
Si	1.363	9.522	10.88	0.001	0.004	0
Si	4.086	-4.078	10.886	-0.002	-0.004	0.003
Si	6.801	-1.361	10.885	0.003	0.001	0
Si	9.52	1.359	10.886	-0.004	-0.009	-0.001
Si	6.8	4.082	10.876	0.001	0.001	-0.002
Si	9.522	6.801	10.881	0.001	-0.001	0.002
Si	6.801	9.523	10.878	-0.004	0	0
Si	9.519	-4.083	10.878	-0.001	0.001	0.001
Si	-4.083	-1.359	10.877	-0.001	-0.001	-0.001
Si	-1.362	1.363	10.878	0.002	-0.001	-0.002
Si	-4.079	4.08	10.89	0.002	0.005	0.001
Si	-1.361	6.797	10.884	-0.005	0.001	-0.001
Si	-4.084	9.518	10.879	0.005	-0.001	0.003
Si	-1.359	-4.082	10.873	0.004	-0.002	-0.001
Si	2.72	0.007	12.24	-0.002	-0.002	0.004
Si	5.444	2.719	12.233	0.006	-0.002	0.001
Si	2.72	5.442	12.235	-0.002	0	0.002
Si	5.441	8.157	12.228	-0.004	0.001	0
Si	2.725	10.88	12.244	0.004	0.002	0.009
Si	5.444	-2.715	12.25	0.007	0.004	0.005
Si	8.164	-0.004	12.249	-0.004	-0.002	0.004
Si	10.878	2.719	12.251	0.003	0.001	0.006
Si	8.159	5.44	12.235	-0.002	0.001	-0.002
Si	10.883	8.156	12.243	-0.001	0.004	0.001
Si	8.164	10.878	12.242	0	-0.004	0.002
Si	10.879	-2.721	12.237	-0.004	0	0.001
Si	-2.724	0.002	12.236	0.004	-0.001	-0.003
Si	-0.007	2.728	12.234	-0.001	-0.003	-0.001
Si	-2.72	5.438	12.253	0.006	-0.006	0.007
Si	0	8.161	12.239	0.001	0.002	0.001
Si	-2.724	-5.437	12.232	0	-0.003	-0.003
Si	0.004	-2.723	12.229	-0.003	-0.001	0
Si	1.355	1.373	13.589	-0.01	0.007	-0.001
Si	4.085	4.079	13.59	0.003	-0.004	0.004
Si	1.358	6.797	13.597	0.004	-0.002	0.011
Si	4.092	9.512	13.595	0.006	-0.009	0.001
Si	1.363	-4.074	13.599	0.003	-0.006	0.007
Si	4.081	-1.347	13.604	-0.007	0.009	0.007
Si	6.799	1.363	13.599	0.006	-0.002	0
Si	9.511	4.084	13.604	-0.018	0.007	0.003
Si	6.797	6.799	13.591	-0.002	0.003	-0.004
Si	9.523	9.512	13.601	-0.003	0.002	0.004
Si	6.817	-4.073	13.604	-0.002	-0.005	0.003
Si	9.53	-1.364	13.609	0.004	-0.002	-0.001
Si	-4.079	1.355	13.609	0.008	-0.011	0.01
Si	-1.366	4.069	13.611	0.005	0	0.002
Si	-4.083	6.798	13.613	-0.002	0.001	0.007
Si	-1.366	9.525	13.59	-0.01	0.01	0.003
Si	-4.083	-4.082	13.596	0.002	0.005	0.001
Si	-1.36	-1.365	13.581	0.005	-0.002	-0.001
Si	-0.011	0.006	14.932	-0.002	-0.002	-0.002
Si	2.722	2.725	14.949	-0.007	-0.004	-0.002
Si	0.001	5.429	14.958	-0.005	0.003	0.001
Si	2.73	8.149	14.952	0.003	0.005	-0.003
Si	-0.008	-5.436	14.948	0.001	0.002	-0.005
Si	2.717	-2.704	14.96	0.001	0.004	0
Si	5.439	0.017	14.97	0.002	0.005	0.003
Si	8.149	2.725	14.963	0.004	-0.002	-0.001
Si	5.443	5.436	14.952	0.003	-0.004	-0.001
Si	8.162	8.146	14.954	-0.004	-0.002	0
Si	5.462	10.873	14.947	0.009	-0.004	-0.004
Si	8.183	-2.724	14.979	-0.004	-0.002	0.002
Si	-5.429	-0.01	14.976	-0.002	-0.002	0
Si	-2.727	2.71	14.981	0.004	0.002	0.003
Si	-5.454	5.44	14.973	0.002	-0.005	0
Si	-2.72	8.17	14.96	0.011	0.004	-0.005
Si	-5.438	-5.447	14.958	-0.009	-0.006	0
Si	-2.716	-2.72	14.944	0.003	-0.002	0.002
O	-6.781	-3.042	26.176	-0.258	0.203	-0.495
O	-4.296	3.48	23.095	-0.21	-0.288	0.146
O	0.298	-2.951	25.274	0.56	0.092	0.696
O	2.752	-0.026	22.081	-0.121	0.091	0.472
O	0.743	-6.983	22.857	-0.552	-0.076	-0.095
O	5.492	-8.027	22.163	0.139	0.086	0.485
O	-6.433	7.047	23.204	0.241	0.107	0.068
O	3.938	-3.607	-1.353	-0.11	0.306	-0.172
O	8.054	-0.114	22.096	0.245	0.196	0.552
O	-1.283	4.114	-1.405	-0.078	-0.003	0.322
O	4.457	-3.792	23.056	-0.164	-0.047	0.364
O	-6.323	-4.259	-1.26	0.064	-0.525	-0.212
O	7.311	-6.248	22.785	0.189	-0.057	0.27
O	0.41	-1.365	-3.565	-0.245	0.582	0.045
O	7.193	-7.164	-1.256	0.253	-0.323	-0.221
O	-1.881	1.6	-1.299	-0.149	-0.185	-0.216
O	4.148	2.014	-3.896	0.587	-0.091	-0.042
O	-7.303	6.669	-1.552	-0.103	-0.084	0.006
O	8.153	5.399	22.191	0.01	0.225	0.534
O	-7.068	0.794	25.485	0.071	-0.474	-0.336
O	4.598	1.436	23.098	0.123	0.079	0.164
O	8.139	-2.705	-0.348	-0.144	-0.235	-0.553
O	-3.654	-0.908	23.192	-0.192	0.05	0.429
O	-0.914	7.159	22.835	0.254	0.627	-0.035
O	1.192	-1.743	23.142	0.25	-0.488	-0.017
O	6.814	-5.836	-3.498	0.347	0.216	0.043
O	-0.679	-4.054	23.124	0.165	0.405	-0.05
O	-4.286	-3.564	-2.803	0.301	-0.342	-0.446
O	-5.669	-3.367	-6.372	-0.438	-0.401	0.355
O	3.765	7.071	-1.391	-0.547	0.258	0.15
O	-5.392	0.033	-0.391	0.054	-0.001	-0.264
O	-7.594	-1.769	-5.717	-0.534	0.102	-0.104
O	-5.424	5.309	-0.422	-0.024	0.018	-0.415
O	1.419	4.625	23.203	0.288	0.265	0.055
O	3.655	6.916	23.303	-0.414	-0.318	-0.001
O	5.194	-0.34	-3.403	-0.093	-0.435	-0.597
O	-3.925	-7.331	23.23	-0.192	-0.059	0.1
O	-0.084	-7.759	-6.579	0.049	-0.234	0.088
O	-7.02	6.38	25.74	-0.151	-0.087	-0.142
O	-3.168	-3.064	-6.265	-0.113	0.316	0.65
O	0.039	5.22	-3.46	-0.417	0.419	-0.21
O	-7.029	1.917	-1.168	0.158	0.114	-0.226
O	2.733	-2.648	-3.464	-0.047	0.138	-0.236
O	-5.226	-0.701	-6.056	0.431	-0.281	0.087
O	-0.051	-0.001	-0.393	0.164	-0.107	-0.146
O	-2.59	-5.47	22.12	-0.2	0.185	0.201
O	5.433	-5.463	-0.35	-0.32	0.059	-0.509
O	1.664	-7.088	-1.222	0.057	-0.471	-0.084
O	4.289	1.062	-1.423	0.463	-0.209	-0.134
O	5.524	5.358	-0.511	0.043	0.133	-0.56
O	-7.205	-4.315	23.012	0.101	0.117	0.453
O	-2.558	3.106	-3.41	0.453	-0.019	-0.324
O	-3.537	-1.61	-1.247	0.295	0.094	-0.407
O	-2.671	8.165	-0.445	0.336	0.007	-0.539
O	6.309	-1.938	22.866	0.048	0.012	0.081
O	2.586	-0.007	-3.158	-0.296	0.446	-0.45
O	2.142	6.113	25.235	0.006	-0.004	0.439
O	-0.755	6.619	-1.33	-0.046	0.395	-0.617
O	-4.429	-6.502	-1.385	0.095	0.26	0.04
O	-2.375	-0.643	-7.058	-0.296	0.054	0.032
O	2.684	2.782	-0.398	0.006	0.143	-0.129
O	-5.73	8.127	-2.966	0.37	-0.142	-0.17
O	7.969	8.134	-3.49	-0.059	0.063	-0.448
O	-6.627	1.594	23.053	0.463	0.131	0.1
O	-0.061	2.715	22.208	-0.166	-0.216	0.357
O	-5.076	7.975	25.271	-0.27	0.158	0.529
O	5.656	-5.555	-5.863	-0.347	-0.084	-0.308
O	0.956	-0.395	25.445	-0.326	0.148	0.114
O	5.074	2.773	25.217	-0.433	0.355	0.279
O	7.232	3.52	-1.437	-0.201	0.088	-0.433
O	1.182	4.793	-1.156	0.38	0.025	-0.613
O	-2.688	-7.682	-6.195	-0.436	-0.194	0.031
O	2.772	-7.833	-3.394	-0.111	-0.048	-0.365
O	-2.771	0.416	25.36	-0.594	-0.19	0.337
O	1.837	5.663	-5.357	-0.104	0.219	-0.085
O	1.712	-1.69	-1.286	0.31	-0.479	-0.017
O	-4.496	-4.433	26.135	-0.131	0.131	-0.513
O	-3.789	3.411	-1.133	-0.416	-0.226	-0.375
O	7.394	-1.561	26.087	0.165	0.076	-0.271
O	-0.436	5.649	24.897	-0.427	-0.112	0.611
O	-1.908	-4.377	25.422	-0.147	0.275	-0.051
O	5.097	-2.341	25.145	-0.571	-0.165	0.161
O	1.103	3.687	25.639	0.006	-0.049	-0.011
O	7.191	1.071	-2.492	-0.12	0.038	-0.126
O	-5.105	3.567	-4.246	-0.084	0.467	0.264
O	6.335	-1.008	-1.155	-0.277	-0.161	-0.222
O	0.426	-6.517	-3.482	-0.308	-0.413	0.205
O	-6.379	3.356	24.854	-0.391	0.245	0.152
O	-1.168	-1.169	24.048	-0.108	-0.29	-0.144
O	4.347	7.508	25.822	0.308	0.093	-0.173
O	7.171	-3.632	-4.806	0.213	0.166	-0.329
O	-5.388	-2.667	22.217	0.165	0.124	0.276
O	-0.795	-2.235	-5.711	0.19	-0.168	-0.146
O	-4.852	5.45	24.631	0.656	0.134	0.366
O	-3.604	-7.008	-3.834	0.403	-0.322	0.293
O	-3.81	1.44	-4.891	0.229	-0.289	0.351
O	0.802	-5.42	-5.812	0.432	0.607	-0.098
O	2.348	-7.566	24.811	0.436	0.463	0.361
O	-2.08	-2.244	-3.377	-0.261	0.345	-0.117
O	-0.063	-3.917	-3.806	0.513	-0.056	0.371
O	6.692	4.766	25.664	0.235	0.6	-0.38
O	-6.917	6.146	-4.198	0.039	-0.386	0.169
O	-2.595	7.291	24.84	-0.251	-0.186	0.115
O	4.813	-4.151	-3.816	-0.078	0.154	-0.123
O	-7.207	4.114	-5.775	-0.571	-0.169	-0.666
O	3.242	0.824	25.322	-0.175	-0.017	-0.231
O	5.759	0.221	25.145	0.503	0.086	-0.117
O	2.701	-5.431	22.095	0.218	-0.142	0.578
O	-4.012	3.114	25.73	0.439	0.264	0.046
O	7.604	-1.394	-3.416	0.277	0.176	-0.056
O	8.06	6.38	-6.536	-0.41	-0.32	0.208
O	-6.272	1.682	-5.67	-0.443	-0.257	-0.298
O	-0.105	-5.366	-0.408	-0.047	0.102	-0.368
O	-4.067	1.288	-7.336	-0.401	-0.032	-0.488
O	6.096	4.114	23.144	-0.465	0.278	0.055
O	-1.662	-5.634	-4.897	-0.13	0.412	0.011
O	2.795	1.961	-6.142	0.026	-0.567	-0.004
O	-2.71	5.394	22.123	-0.012	0.079	0.2
O	-7.556	2.833	-3.548	-0.267	0.094	-0.032
O	-3.031	4.026	-5.777	-0.191	0.019	-0.169
O	6.808	-4.14	24.24	0.057	-0.107	0.441
O	-2.067	-3.791	-1.276	0.016	-0.488	-0.178
O	7.558	2.494	24.466	-0.284	-0.273	-0.015
O	3.99	6.723	-6.502	0.471	-0.178	-0.294
O	-5.81	-5.598	-3.407	-0.316	-0.177	-0.635
O	-4.098	-5.483	-5.911	-0.471	-0.13	0.213
O	-1.952	1.081	22.963	-0.09	0.346	0.157
O	1.966	3.425	-4.052	-0.106	-0.342	0.489
O	-5.674	6.127	-6.538	0.35	0.284	0.358
O	-0.814	1.973	26.286	-0.233	-0.028	-0.424
O	-3.143	-6.637	25.72	0.388	-0.295	0.349
O	2.442	-7.481	-6.331	0.311	0.203	0.353
O	6.985	-7.621	-6.832	0.21	-0.114	0.596
O	-0.051	3.743	-5.626	-0.233	-0.185	0.229
O	4.012	6.269	-3.901	0.092	-0.444	0.239
O	4.017	4.208	-5.481	0.61	-0.026	-0.178
O	2.619	-5.248	-2.894	0.125	-0.024	-0.173
O	5.377	-7.973	-3.029	-0.03	-0.03	-0.047
O	-0.205	-8.037	25.073	-0.051	-0.036	0.743
O	-1.55	6.286	-6.373	0.392	0.049	0.546
O	-1.341	1.708	-6.702	0.033	-0.337	0.459
O	0.506	-5.537	25.03	0.335	0.13	0.34
O	-7.62	-5.966	24.915	0.652	0.056	-0.08
O	-6.805	-3.154	-3.608	0.221	0.241	-0.154

Results
total energy: -101659.503 eV
total energy less fixed offsets of O -438.25, Si -107.07 eV per atom: -6.303 eV
